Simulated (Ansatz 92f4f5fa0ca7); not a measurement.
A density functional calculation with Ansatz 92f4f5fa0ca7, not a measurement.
Periodic cell of 208 atoms, Si124O76As8, from a study of silicon, its oxide and their interface. The atomic structure is a simulated model.
Doubt: the cutoff is far below the 930 eV that the study's wrapper takes by default for these files, so forces and energies are approximate.

Settings: functional PBE; potential files Ansatz PAW; basis plane waves; wave-function cutoff 580 eV; density cutoff ratio 5; exchange-correlation grid ratio 1; k mesh 1 x 1 x 1, Gamma-centred; self-consistency stop 5e-08 eV per atom in the density residual; occupations fixed; spin none; net charge 0.

Cell vectors (angstrom)
a, 10.938, 0, 0
b, 0, 10.938, 0
c, 0, 0, 31.556

Atoms: element, x, y, z (angstrom)
As, 10.4645, 0.436, 23.9854
Si, 6.0548, 10.5386, 24.2539
As, 2.2273, 3.0726, 24.0111
As, 8.6658, 2.2924, 24.002
As, 0.436, 4.9491, 23.9556
Si, 4.7298, 5.6685, 23.9747
Si, 3.3276, 7.7089, 24.1206
Si, 7.647, 8.6897, 24.169
Si, 1.2334, 1.397, 25.454
Si, 6.9778, 1.3534, 25.5116
Si, 3.9274, 4.0519, 25.4692
Si, 9.6805, 3.9937, 25.4367
Si, 1.4252, 6.7639, 25.2991
Si, 6.7066, 6.7389, 25.2047
Si, 4.1937, 9.5243, 25.3948
Si, 9.4956, 9.6118, 25.3992
Si, 2.734, -0.0196, 26.7038
Si, 8.233, -0.0273, 26.879
Si, 0.0022, 2.7217, 26.8886
Si, 5.4692, 2.7321, 26.7342
Si, 2.7121, 5.5082, 26.8266
Si, 8.193, 5.4549, 26.6533
Si, 0.0156, 8.1871, 26.6703
Si, 5.507, 8.141, 26.7798
Si, 4.1018, 1.3673, 28.1377
Si, 9.5708, 1.3673, 28.1377
Si, 1.3673, 4.1018, 28.1377
Si, 6.8362, 4.1018, 28.1377
Si, 4.1018, 6.8362, 28.1377
Si, 9.5708, 6.8362, 28.1377
Si, 1.3673, 9.5708, 28.1377
Si, 6.8362, 9.5708, 28.1377
Si, 0, 0, 29.505
Si, 5.469, 0, 29.505
Si, 2.7345, 2.7345, 29.505
Si, 8.2035, 2.7345, 29.505
Si, 0, 5.469, 29.505
Si, 5.469, 5.469, 29.505
Si, 2.7345, 8.2035, 29.505
Si, 8.2035, 8.2035, 29.505
Si, 1.3673, 1.3673, 30.8722
Si, 6.8362, 1.3673, 30.8722
Si, 4.1018, 4.1018, 30.8722
Si, 9.5708, 4.1018, 30.8722
Si, 1.3673, 6.8362, 30.8722
Si, 6.8362, 6.8362, 30.8722
Si, 4.1018, 9.5708, 30.8722
Si, 9.5708, 9.5708, 30.8722
Si, 2.7345, 0, 0.6835
Si, 8.2035, 0, 0.6835
Si, 0, 2.7345, 0.6835
Si, 5.469, 2.7345, 0.6835
Si, 2.7345, 5.469, 0.6835
Si, 8.2035, 5.469, 0.6835
Si, 0, 8.2035, 0.6835
Si, 5.469, 8.2035, 0.6835
Si, 4.1018, 1.3673, 2.0507
Si, 9.5708, 1.3673, 2.0507
Si, 1.3673, 4.1018, 2.0507
Si, 6.8362, 4.1018, 2.0507
Si, 4.1018, 6.8362, 2.0507
Si, 9.5708, 6.8362, 2.0507
Si, 1.3673, 9.5708, 2.0507
Si, 6.8362, 9.5708, 2.0507
Si, 0, 0, 3.418
Si, 5.469, 0, 3.418
Si, 2.7345, 2.7345, 3.418
Si, 8.2035, 2.7345, 3.418
Si, 0, 5.469, 3.418
Si, 5.469, 5.469, 3.418
Si, 2.7345, 8.2035, 3.418
Si, 8.2035, 8.2035, 3.418
Si, 1.3417, 1.3674, 4.8646
Si, 6.8179, 1.3561, 4.7185
Si, 4.1202, 4.126, 4.8464
Si, 9.5941, 4.1101, 4.7126
Si, 1.3508, 6.8427, 4.6773
Si, 6.8309, 6.8467, 4.8834
Si, 4.0799, 9.6217, 4.6984
Si, 9.5571, 9.5897, 4.8914
Si, 2.7745, -0.0414, 6.1746
Si, 8.1069, 0.1076, 6.2191
Si, -0.0729, 2.7982, 6.1814
Si, 5.5678, 2.7233, 6.15
Si, 2.7079, 5.6032, 6.0939
Si, 8.2973, 5.3856, 6.1705
Si, 0.1122, 8.1515, 6.1459
Si, 5.3469, 8.3208, 6.1339
Si, 4.4126, 1.1277, 7.4971
As, 9.1192, 1.8452, 7.6247
Si, 1.0744, 4.5138, 7.422
As, 7.2993, 3.6716, 7.6104
As, 3.6519, 7.3082, 7.5754
Si, 10.1247, 6.3455, 7.415
As, 1.8289, 9.1354, 7.5952
Si, 6.2425, 10.1125, 7.4615
O, 3.7188, 1.9119, 8.8361
O, 6.6943, 9.3505, 8.8636
O, 9.5133, 6.9751, 8.8258
O, 1.8926, 3.9521, 8.7844
O, 3.4001, 8.4396, 22.6143
O, 4.5067, 4.9164, 22.4534
O, 5.9977, 0.2319, 22.7186
O, 7.9114, 8.467, 22.5511
Si, 9.5166, -0.1237, 17.0062
Si, 4.71, 3.9618, 21.106
Si, 5.5166, -0.0874, 17.1704
Si, 10.6787, 2.2778, 15.5176
Si, 9.1995, 2.3496, 12.6692
Si, 1.4469, 7.874, 11.7827
Si, 8.7247, 9.6685, 14.3716
Si, 8.9115, 4.3968, 16.9106
Si, 8.8834, 6.4482, 14.6127
Si, 1.7729, 6.0143, 16.4857
Si, 6.828, 0.2277, 12.6193
Si, 2.4638, 2.6208, 19.0996
Si, 7.753, 10.7413, 19.3125
Si, 5.1616, 2.4591, 13.8735
Si, 0.2042, 4.5292, 18.8372
Si, 0.6226, 10.4704, 13.4032
Si, 3.0227, 8.0972, 21.069
Si, 5.0206, 4.6557, 11.5622
Si, 3.5158, -0.1649, 19.5359
Si, 4.9185, 6.0743, 16.8532
Si, 5.8673, 1.0434, 21.3302
Si, 8.204, 8.0879, 21.0106
Si, 7.9695, 5.2336, 12.1313
Si, 2.7952, 2.1178, 15.9956
Si, 9.5247, 7.3473, 10.4021
Si, 6.8455, 9.0711, 10.4508
Si, 2.2769, 10.0277, 15.9695
Si, 4.7757, 8.5749, 15.0765
Si, 0.5112, 8.5202, 17.5481
Si, 5.6091, 6.5115, 19.8258
Si, 6.2003, 3.0953, 16.4169
Si, 0.2093, 7.0397, 20.3808
Si, 0.9962, 2.4243, 12.0934
Si, 0.8599, 5.3455, 13.6494
Si, 2.992, 3.1279, 9.685
Si, 4.4786, 7.6525, 11.9987
O, 10.276, 5.794, 14.0526
O, 4.8912, 3.4518, 12.6381
O, 4.2255, 7.1858, 20.4155
O, 9.0847, 6.0066, 11.2256
O, 3.8746, 2.6082, 14.8734
O, 6.5133, 10.5032, 11.1705
O, 1.34, 2.4996, 15.3946
O, 0.3865, 7.8325, 18.9845
O, 6.9752, 7.1547, 20.4542
O, 9.9376, 10.2354, 13.4146
O, 7.6286, 3.4182, 17.1219
O, 1.0291, 10.2031, 14.9506
O, 0.1428, 7.7696, 10.7684
O, 8.0009, 1.3182, 12.37
O, 1.222, 0.9869, 12.902
O, 0.8954, 3.0955, 19.203
O, 5.7005, 1.5726, 16.9356
O, 1.0912, 5.0771, 17.603
O, 3.0398, 0.5122, 15.9995
O, 4.1886, 10.5206, 18.0746
O, 5.5364, 2.6265, 21.5672
O, 4.7768, 8.4436, 13.4261
O, 5.3061, 4.4797, 16.6464
O, 8.9505, 0.4554, 18.4208
O, 1.6928, 9.6412, 17.4461
O, 4.4473, 6.0305, 12.2229
O, 3.2062, 8.8056, 15.4503
O, 1.2808, 9.3032, 12.5172
O, 9.5608, 4.5856, 18.3994
O, 2.9847, 2.7359, 17.5169
O, 10.5464, 1.0503, 16.5669
O, 6.6844, 10.2998, 18.1664
O, 4.6681, 0.311, 20.5524
O, 6.4301, 2.9407, 14.7976
O, 10.0588, 3.6613, 16.0468
O, 2.845, 9.4282, 20.1503
O, 8.5543, 5.788, 16.096
O, 4.1567, 4.1624, 10.2503
O, 8.3838, 8.5087, 10.7065
O, 7.2084, 0.898, 20.3961
O, 7.3457, 9.9216, 13.5452
O, 8.9415, 8.0815, 14.7135
O, 3.4079, 3.4735, 20.1757
O, 9.8831, 2.0078, 14.122
O, 1.4264, 6.5119, 12.6723
O, 8.5818, 3.829, 12.6328
O, 5.7074, 8.0116, 10.9728
O, 7.7085, 6.0935, 13.5117
O, 10.0758, 9.3081, 17.2537
O, 8.2855, 9.4223, 20.0904
O, 0.2993, 5.4344, 20.1748
O, 0.8574, 7.3774, 16.4292
O, 1.0052, 3.8623, 12.9397
O, 8.5186, 10.5708, 15.7313
O, 2.1458, 2.4906, 10.9446
O, 9.6861, 7.3831, 21.0113
O, 5.6163, 4.9042, 20.1285
O, 3.0216, 7.9928, 11.2806
O, 10.3917, 2.2692, 11.537
O, 1.7767, 5.3465, 15.004
O, 3.2998, 6.2088, 16.9986
O, 5.3369, 7.1339, 15.6542
O, 5.5179, 9.881, 15.8164
O, 5.6305, 6.6623, 18.2024
O, 6.6114, 4.9462, 11.259
O, 5.5074, 0.9678, 13.2679
O, 2.4168, 1.0346, 19.4753
O, 1.543, 7.4083, 21.2436

Results
free energy: -160900.984 eV
free energy less fixed offsets of As -4856.12, O -568.88, Si -635.61 eV per atom: -1.504 eV

Forces (eV/angstrom), in the order of the atoms: element, x, y, z
As, 0.0347, -0.0286, 0.0132
Si, -0.0296, 0.0023, 0.0001
As, 0.0143, -0.0124, 0.0423
As, -0.0026, 0.0108, 0.0513
As, -0.0075, 0.0154, 0.023
Si, 0.0503, 0.0064, -0.0021
Si, 0.0357, -0.0137, -0.001
Si, 0.0005, -0.0365, 0.0116
Si, -0.0014, -0.0163, -0.0317
Si, 0.0022, 0.0193, -0.0405
Si, -0.0219, 0.0243, -0.0562
Si, -0.0427, 0.0257, -0.026
Si, -0.0247, 0.0205, -0.025
Si, -0.0198, -0.0206, -0.0065
Si, -0.0049, 0.0137, 0.0027
Si, -0.002, 0.015, -0.0299
Si, 0.0158, 0.0141, -0.0224
Si, 0.0753, 0.0438, -0.0193
Si, 0.0246, 0.0146, -0.1034
Si, 0.0002, -0.0116, 0.0313
Si, -0.0895, -0.1088, 0.0171
Si, 0.0142, 0.0218, -0.0204
Si, -0.0081, -0.011, 0.0268
Si, 0.0348, 0.0167, -0.0075
Si, -0.0543, -0.1319, -0.4468
Si, -0.0007, -0.1658, 0.8847
Si, 0.1263, 0.2974, 0.5526
Si, 0.0173, 0.1588, -0.5072
Si, 0.1599, 0.131, 0.3616
Si, -0.0914, -0.0213, -0.7918
Si, -0.0297, -0.1291, -0.5557
Si, -0.0871, -0.4877, 0.3769
Si, -0.0588, 0.0758, 0.0523
Si, -0.0858, -0.1105, -0.0041
Si, 0.0016, 0.088, 0.0114
Si, 0.0156, -0.0863, 0.023
Si, 0.0042, -0.1063, 0.0173
Si, -0.0297, 0.0509, 0.0206
Si, 0.0493, -0.0102, 0.0133
Si, -0.0435, 0.0726, 0.0325
Si, 0.0566, -0.094, -0.0149
Si, -0.0189, 0.0379, 0.0176
Si, 0.0819, -0.0461, -0.0097
Si, -0.0514, 0.0941, 0.0243
Si, -0.0599, 0.0505, 0.0187
Si, 0.0388, -0.0413, -0.0123
Si, -0.0203, 0.0427, 0.0309
Si, 0.0681, -0.071, -0.0059
Si, -0.0696, 0.0731, 0.0115
Si, 0.0631, -0.0452, -0.0246
Si, 0.035, -0.0643, -0.0261
Si, -0.0822, 0.0563, 0.0121
Si, 0.046, -0.0497, -0.0165
Si, -0.0786, 0.0272, 0.0039
Si, -0.0493, 0.0949, 0.004
Si, 0.0378, -0.0653, -0.0239
Si, 0.0637, -0.0308, -0.0135
Si, -0.0688, 0.0296, -0.0199
Si, -0.0256, 0.0467, -0.0056
Si, 0.0974, -0.0168, -0.0145
Si, 0.0109, 0.1086, -0.0162
Si, 0.0488, -0.0518, -0.0118
Si, 0.0476, -0.1075, -0.0424
Si, -0.041, 0.0334, 0.0036
Si, -0.1212, -0.0146, 0.5968
Si, 0.003, 0.0847, -0.709
Si, -0.0084, 0.0064, 0.6863
Si, 0.024, -0.0389, -0.3502
Si, -0.0389, -0.0284, -0.7587
Si, 0.1338, 0.1166, 0.4861
Si, -0.0104, 0.2069, -0.6303
Si, 0.0101, 0.0439, 0.7508
Si, -0.0372, -0.0391, -0.0055
Si, 0.1447, 0.158, 0.0713
Si, 0.0215, 0.0348, -0.0165
Si, -0.1449, -0.1616, 0.0681
Si, 0.1419, 0.1276, 0.0486
Si, -0.0381, -0.0284, 0.0049
Si, -0.1643, -0.1395, 0.0565
Si, 0.0344, 0.037, 0.0038
Si, 0.028, 0.0528, 0.0197
Si, -0.0174, -0.0601, 0.0107
Si, 0.0498, 0.0313, 0.0091
Si, -0.0494, -0.0383, 0.0245
Si, -0.0288, -0.0653, 0.0333
Si, 0.0151, 0.0737, 0.0188
Si, -0.0483, -0.0042, 0.0256
Si, 0.071, -0.0036, 0.0342
Si, 0.02, -0.0389, -0.0073
As, 0.0437, -0.0398, -0.0226
Si, -0.0238, 0.0394, 0.0042
As, -0.0324, 0.0512, -0.0557
As, 0.0415, -0.0188, -0.0358
Si, 0.0373, -0.0401, 0.0122
As, -0.0561, 0.0208, -0.04
Si, -0.0376, 0.043, 0.0052
O, 0.0025, 0.0047, 0.0164
O, 0.0047, -0.0169, 0.0182
O, -0.0056, 0.0047, 0.0104
O, 0.0062, 0.0057, 0.0123
O, -0.0159, 0.0005, 0.0008
O, -0.019, -0.0301, -0.0281
O, 0.0065, 0.0015, 0.0174
O, 0.0034, 0.0114, 0.005
Si, 0.0005, -0.0005, -0.0105
Si, -0.0017, 0.023, 0.0165
Si, -0.0032, -0.002, -0.0073
Si, -0.0031, 0.002, -0.0113
Si, 0.0031, 0.0007, 0.0038
Si, -0.0149, -0.0057, 0.0152
Si, -0.0026, -0.0031, -0.0068
Si, 0.0001, 0.0028, -0.0086
Si, -0.0012, 0.0007, -0.0059
Si, -0.0016, -0.0036, -0.009
Si, -0.0103, -0.0096, 0.0003
Si, 0.0034, 0.0032, -0.0188
Si, -0.0025, -0.0044, -0.0129
Si, -0.0009, 0.0021, -0.0102
Si, 0.0023, 0.0043, -0.0183
Si, 0.0001, 0.0032, -0.0049
Si, 0.0143, 0.0003, -0.003
Si, -0.021, -0.007, 0.0189
Si, 0.0018, -0.0183, -0.0198
Si, 0.0018, 0.0041, -0.0033
Si, -0.004, 0.0075, -0.0206
Si, -0.0061, -0.0061, -0.0083
Si, 0.0166, 0.007, 0.0069
Si, 0.0011, 0.0043, -0.004
Si, -0.0022, 0.003, -0.0295
Si, 0.0066, 0.0039, -0.0256
Si, -0.0009, -0.0005, -0.0065
Si, -0.0005, -0.002, -0.0123
Si, -0.0002, -0.0029, -0.0049
Si, -0.0086, -0.0017, 0.0027
Si, 0.0008, 0.0026, -0.0083
Si, 0.0082, 0.0009, -0.0106
Si, 0.0124, 0.0078, -0.0107
Si, -0.0001, -0.0028, -0.0068
Si, -0.012, -0.0097, -0.0379
Si, 0.0073, -0.0002, 0.0164
O, 0.001, 0.0014, 0.001
O, 0.0055, 0.0005, -0.0035
O, -0.0003, 0.0025, -0.0001
O, -0.0141, -0.0172, 0.002
O, -0.0021, -0.0007, 0.0038
O, 0.0017, 0.0078, 0.0022
O, 0.001, 0.0002, 0.0015
O, -0.0005, -0.0003, 0.0025
O, 0.0054, 0.0042, 0.003
O, 0.0003, -0.0001, -0.0011
O, -0.001, -0.0015, 0.0044
O, 0.0022, -0.0009, 0.004
O, 0.0234, 0.01, -0.003
O, 0.0045, 0.0068, -0.0091
O, -0.0017, -0.0065, 0.0016
O, -0.0032, -0.0001, 0.0201
O, 0.0002, 0.0004, 0.0029
O, -0.0003, 0.0012, 0.0044
O, 0.0003, -0.001, 0.0013
O, 0.0013, 0.0009, 0.002
O, 0.0076, -0.013, 0.0038
O, -0.0023, 0.0025, 0.0039
O, -0.0013, -0.0018, 0.0008
O, 0.0025, 0.001, 0.009
O, -0.002, 0.0007, 0.0049
O, 0.0017, 0.0036, -0.0175
O, -0.0018, 0.0021, 0.0028
O, 0.0023, -0.0004, -0.0125
O, 0.001, -0.0009, 0.0123
O, -0.0009, -0.0022, 0.001
O, -0.0005, -0.0012, 0.0039
O, -0.0007, 0.0016, 0.0039
O, -0.0073, 0.0043, 0.0093
O, 0.0003, 0.001, 0.0039
O, -0.0009, -0.0002, 0.0029
O, -0.0016, 0.0063, 0.0054
O, 0.0005, -0.0027, 0.0055
O, 0.0187, 0.0229, 0.006
O, -0.0032, -0.0017, -0.0015
O, 0.0091, -0.0007, 0.0089
O, 0.0032, -0.0009, 0.0035
O, 0.0006, 0.0025, 0.0007
O, -0.016, -0.008, 0.0051
O, 0.0018, 0.0001, 0.0063
O, 0.0048, 0.0074, -0.0131
O, -0.003, -0.0047, -0.0094
O, -0.0135, -0.0222, -0.0096
O, -0.001, -0.0006, -0.001
O, 0.0004, 0.003, 0.0043
O, 0.0016, 0.0063, 0.0098
O, -0.0008, -0.0046, 0.0167
O, 0.0001, 0.0026, 0.0017
O, -0.0011, 0.0051, 0.0034
O, 0.0004, 0.0026, 0.0051
O, -0.0134, -0.0029, 0.0199
O, 0.0059, -0.0042, 0.0071
O, 0.005, 0.0031, -0.0002
O, 0.0042, 0, -0.0262
O, -0.0089, -0.0043, -0.015
O, 0.0011, 0.0022, 0.0067
O, -0.0002, 0, 0.0021
O, 0.0001, -0.0007, 0.0027
O, -0.0007, 0.0024, 0.003
O, 0.0009, 0.0004, -0.0031
O, -0.0009, -0.0063, -0.0189
O, -0.003, 0.0052, 0.0027
O, -0.0027, 0.0042, 0.0157
O, -0.0134, -0.006, 0.0054

The program warned: the cutoff lies below the one the program advises for these potential files; the exchange-correlation potential is rough where the density is thin.
